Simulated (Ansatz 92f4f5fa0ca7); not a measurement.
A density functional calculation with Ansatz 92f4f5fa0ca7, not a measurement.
Periodic cell of 351 atoms, Si241O110, from a study of silicon, its oxide and their interface. The atomic structure is a simulated model.
Doubt: the cutoff is far below the 930 eV that the study's wrapper takes by default for these files, so forces and energies are approximate.
This geometry differs little from another in the collection (a relaxation step or a small displacement).

Settings
functional: PBE
potential files: Ansatz PAW
basis: plane waves
wave-function cutoff: 580 eV
density cutoff ratio: 5
exchange-correlation grid ratio: 1
k mesh: 1 x 1 x 1, Gamma-centred
self-consistency stop: 5e-08 eV per atom in the density residual
occupations: fixed
spin: none
net charge: 0

Cell vectors (angstrom)
a, 11.6015, 0, 0
b, 0, 13.3963, 0
c, 0, 0, 40.4637

Atoms: element, x, y, z (angstrom)
Si, 0, 2.2327, 1.1851
Si, 3.8672, 2.2327, 1.1851
Si, 7.7343, 2.2327, 1.1851
Si, 1.9336, 5.5818, 1.1851
Si, 5.8008, 5.5818, 1.1851
Si, 9.6679, 5.5818, 1.1851
Si, 0, 8.9308, 1.1851
Si, 3.8672, 8.9308, 1.1851
Si, 7.7343, 8.9308, 1.1851
Si, 1.9336, 12.2799, 1.1851
Si, 5.8008, 12.2799, 1.1851
Si, 9.6679, 12.2799, 1.1851
Si, 1.9336, 1.1164, 1.9745
Si, 5.8008, 1.1164, 1.9745
Si, 9.6679, 1.1164, 1.9745
Si, 0, 4.4654, 1.9745
Si, 3.8672, 4.4654, 1.9745
Si, 7.7343, 4.4654, 1.9745
Si, 1.9336, 7.8145, 1.9745
Si, 5.8008, 7.8145, 1.9745
Si, 9.6679, 7.8145, 1.9745
Si, 0, 11.1635, 1.9745
Si, 3.8672, 11.1635, 1.9745
Si, 7.7343, 11.1635, 1.9745
Si, 1.9336, 1.1164, 4.3426
Si, 5.8008, 1.1164, 4.3426
Si, 9.6679, 1.1164, 4.3426
Si, 0, 4.4654, 4.3426
Si, 3.8672, 4.4654, 4.3426
Si, 7.7343, 4.4654, 4.3426
Si, 1.9336, 7.8145, 4.3426
Si, 5.8008, 7.8145, 4.3426
Si, 9.6679, 7.8145, 4.3426
Si, 0, 11.1635, 4.3426
Si, 3.8672, 11.1635, 4.3426
Si, 7.7343, 11.1635, 4.3426
Si, 0, 0, 36.1231
Si, 3.8672, 0, 36.1231
Si, 7.7343, 0, 36.1231
Si, 1.9336, 3.3491, 36.1231
Si, 5.8008, 3.3491, 36.1231
Si, 9.6679, 3.3491, 36.1231
Si, 0, 6.6981, 36.1231
Si, 3.8672, 6.6981, 36.1231
Si, 7.7343, 6.6981, 36.1231
Si, 1.9336, 10.0472, 36.1231
Si, 5.8008, 10.0472, 36.1231
Si, 9.6679, 10.0472, 36.1231
Si, 0, 0, 38.4912
Si, 3.8672, 0, 38.4912
Si, 7.7343, 0, 38.4912
Si, 1.9336, 3.3491, 38.4912
Si, 5.8008, 3.3491, 38.4912
Si, 9.6679, 3.3491, 38.4912
Si, 0, 6.6981, 38.4912
Si, 3.8672, 6.6981, 38.4912
Si, 7.7343, 6.6981, 38.4912
Si, 1.9336, 10.0472, 38.4912
Si, 5.8008, 10.0472, 38.4912
Si, 9.6679, 10.0472, 38.4912
Si, 0, 2.2327, 39.2806
Si, 3.8672, 2.2327, 39.2806
Si, 7.7343, 2.2327, 39.2806
Si, 1.9336, 5.5818, 39.2806
Si, 5.8008, 5.5818, 39.2806
Si, 9.6679, 5.5818, 39.2806
Si, 0, 8.9308, 39.2806
Si, 3.8672, 8.9308, 39.2806
Si, 7.7343, 8.9308, 39.2806
Si, 1.9336, 12.2799, 39.2806
Si, 5.8008, 12.2799, 39.2806
Si, 9.6679, 12.2799, 39.2806
Si, 0.0077, -0.031, 29.1349
Si, 1.7249, 3.3178, 28.9032
Si, 7.7213, 0.0624, 29.1475
Si, -0.1108, 2.2394, 29.8386
Si, 6.1978, 3.7453, 28.8314
Si, 9.6041, 3.4702, 29.1346
Si, 0.0837, 6.7301, 28.7649
Si, 3.9007, 6.9111, 29.0696
Si, 7.7996, 6.9043, 29.0165
Si, 2.0299, 10.0102, 29.182
Si, 5.691, 10.0399, 29.228
Si, 9.5989, 10.1668, 28.9476
Si, 3.8902, -0.0392, 28.731
Si, 3.6543, 2.154, 29.547
Si, 7.7254, 2.3025, 29.9219
Si, 1.9743, 5.6019, 29.6302
Si, 5.8687, 5.8226, 29.8122
Si, 9.7295, 5.7275, 29.7574
Si, -0.0341, 8.9603, 29.6143
Si, 3.8601, 8.945, 32.4998
Si, 7.7369, 9.0598, 29.8731
Si, 1.9968, 12.2874, 29.756
Si, 5.7588, 12.329, 29.7873
Si, 9.65, 12.3206, 29.8871
Si, -0.0365, 2.2557, 32.1965
Si, 3.8476, 2.2509, 32.0018
Si, 7.7144, 2.2855, 32.2543
Si, 1.9443, 5.5955, 32.0562
Si, 5.8119, 5.6386, 32.1717
Si, 9.6987, 5.6625, 32.1446
Si, -0.0081, 8.9489, 32.0568
Si, 3.8402, 8.9607, 30.2378
Si, 7.7331, 8.9767, 32.2287
Si, 1.9717, 12.3166, 32.1437
Si, 5.7783, 12.318, 32.1699
Si, 9.667, 12.2899, 32.2293
Si, 1.936, 1.156, 32.9235
Si, 5.7558, 1.159, 32.9448
Si, 9.6484, 1.1341, 33.0012
Si, 0.0144, 4.5057, 32.9292
Si, 3.868, 4.4729, 32.8838
Si, 7.7563, 4.5332, 32.9588
Si, 1.8769, 7.7953, 32.9711
Si, 5.8341, 7.8223, 33.0563
Si, 9.6851, 7.8713, 32.9665
Si, 0.0298, 11.1714, 32.9215
Si, 3.8669, 11.2292, 33.0392
Si, 7.7154, 11.2044, 32.9913
Si, 1.937, 1.1208, 35.311
Si, 5.7894, 1.1201, 35.3217
Si, 9.6666, 1.1159, 35.3545
Si, 0.005, 4.4713, 35.3143
Si, 3.8657, 4.461, 35.2899
Si, 7.7372, 4.4767, 35.3302
Si, 1.913, 7.8036, 35.3373
Si, 5.8133, 7.8104, 35.3868
Si, 9.6737, 7.8209, 35.3346
Si, 0.0074, 11.1591, 35.3096
Si, 3.8664, 11.1799, 35.3775
Si, 7.7291, 11.1692, 35.3484
Si, 0.0032, -0.0013, 5.1748
Si, 3.873, -0.0124, 5.1472
Si, 7.7429, -0.017, 5.1179
Si, 1.9242, 3.3504, 5.1141
Si, 5.7925, 3.3522, 5.1008
Si, 9.68, 3.3443, 5.0983
Si, -0.0004, 6.6958, 5.1358
Si, 3.858, 6.6985, 5.1441
Si, 7.7337, 6.6941, 5.1226
Si, 1.9353, 10.0509, 5.1328
Si, 5.8035, 10.0457, 5.1345
Si, 9.6658, 10.0491, 5.1476
Si, 0.0303, -0.0256, 7.5796
Si, 3.9104, -0.0577, 7.5288
Si, 7.7831, -0.0784, 7.4764
Si, 1.8946, 3.3298, 7.4692
Si, 5.7683, 3.3318, 7.4446
Si, 9.6952, 3.3064, 7.4422
Si, -0.0117, 6.667, 7.5061
Si, 3.8238, 6.68, 7.5213
Si, 7.7243, 6.6545, 7.484
Si, 1.9466, 10.0386, 7.5018
Si, 5.8187, 10.0108, 7.5043
Si, 9.6723, 10.0288, 7.5282
Si, 0.001, 2.2214, 8.3564
Si, 3.8226, 2.2054, 8.1951
Si, 7.7333, 2.1885, 8.0753
Si, 1.892, 5.5311, 8.339
Si, 5.7663, 5.5617, 8.2548
Si, 9.6551, 5.5116, 8.2477
Si, 0.015, 8.9126, 8.271
Si, 3.8729, 8.9252, 8.303
Si, 7.742, 8.8732, 8.2929
Si, 1.9781, 12.2441, 8.3686
Si, 5.8771, 12.2241, 8.3363
Si, 9.7067, 12.2416, 8.4046
Si, 0.0389, 2.2502, 10.7623
Si, 3.7921, 2.1482, 10.527
Si, 7.6813, 2.2193, 10.3645
Si, 1.8448, 5.5121, 10.735
Si, 5.6709, 5.5389, 10.6129
Si, 9.6026, 5.4142, 10.6027
Si, 0.0217, 8.844, 10.6249
Si, 3.8682, 8.9332, 10.674
Si, 7.7206, 8.7067, 10.6601
Si, 2.0466, 12.1978, 10.7729
Si, 6.0163, 12.1692, 10.7314
Si, 9.7558, 11.9652, 10.8149
Si, 1.9417, 1.0383, 11.5218
Si, 5.7848, 1.0955, 11.1832
Si, 9.5655, 1.5319, 11.5676
Si, -0.1033, 4.446, 11.6502
Si, 3.7891, 4.3484, 11.4055
Si, 7.5645, 4.3625, 11.2567
Si, 1.9467, 7.7649, 11.4051
Si, 5.7265, 7.7331, 11.4466
Si, 9.723, 7.6203, 11.3172
Si, 0.1642, 11.0104, 11.5671
Si, 4.0691, 11.1507, 11.5267
Si, 7.8917, 10.8092, 11.6087
O, 5.6179, 1.4929, 12.773
O, 11.313, 4.4695, 13.3216
O, 7.3588, 4.0125, 12.8784
O, 2.0798, 1.1052, 13.187
O, 0.2414, 10.9692, 13.244
O, 21.1495, 13.3038, 11.7925
O, 9.9206, -19.417, 12.9432
O, 4.3944, 11.207, 13.1674
O, 8.1182, 10.4841, 13.2447
O, 3.8187, 4.2899, 13.0711
O, 9.3565, 2.1894, 13.0674
O, 5.6609, 7.827, 13.109
O, 4.0628, -0.0197, 27.0495
O, 1.4645, 3.109, 27.2647
O, 8.674, -2.3552, 24.7257
O, -6.826, 29.7522, 28.6161
O, 9.3179, 10.2765, 27.3036
O, 9.4278, 3.652, 27.4725
O, 6.8185, 4.1416, 27.3402
O, 0.2481, 6.6812, 27.0848
O, 2.57, 9.784, 27.613
O, 5.3221, 9.8035, 27.6075
O, 0.0595, 13.1219, 27.4885
O, 3.9573, 7.4701, 27.4738
Si, 4.9899, 0.1696, 25.6905
Si, 11.9151, 11.3223, 24.5365
Si, 9.4457, 9.9965, 25.7021
Si, 1.953, 0.4159, 14.6679
Si, 4.9366, 11.485, 23.3262
Si, 12.3437, 4.004, 20.9457
Si, 4.8088, 2.8813, 24.0101
Si, 7.9126, 8.9109, 21.0426
Si, 6.0569, 9.885, 16.2822
Si, 7.2012, 4.9018, 24.1952
Si, 11.2638, 6.0465, 25.6744
Si, 10.6691, 16.3268, 17.2502
Si, 11.5795, 0.3139, 18.8111
Si, 4.5497, 11.9911, 14.5958
Si, 5.4106, 9.0565, 19.2179
Si, 11.4989, 11.586, 14.7263
Si, 10.5936, 4.6436, 14.797
Si, 2.8348, 9.9137, 24.4294
Si, 8.784, 10.2855, 14.7377
Si, 3.9513, 9.0732, 27.0615
Si, 2.3758, 9.4842, 19.6021
Si, 7.744, -2.395, 23.4116
Si, 11.8077, 10.1465, 21.6663
Si, 10.5447, 7.6675, 14.4146
Si, 8.0832, 3.425, 26.5684
Si, 10.8095, 0.221, 26.1885
Si, 5.2208, 3.311, 18.3886
Si, 6.7897, 12.7894, 21.4746
Si, 3.4691, 2.56, 16.0678
Si, 7.799, 0.3068, 26.8335
Si, 1.9351, 7.6158, 13.7493
Si, 4.8107, 7.6979, 14.5006
Si, 8.2419, 3.0687, 13.8851
Si, 9.6252, 3.938, 19.7532
Si, 8.3159, 7.0792, 25.8439
Si, 13.4902, 2.8186, 23.3517
Si, 5.8721, 1.3054, 14.3489
Si, 0.4639, 2.97, 25.9818
Si, 8.6975, 12.7748, 19.1157
Si, 9.9243, 10.1758, 19.2177
Si, 0.9399, 7.703, 23.1876
Si, 13.7281, 1.4363, 20.757
Si, 5.0854, 1.7723, 21.0237
Si, 3.4111, 5.1092, 14.4221
Si, 5.0378, 6.0354, 19.5224
Si, 12.1867, 10.786, 17.5398
Si, 7.6925, 5.8488, 21.2709
Si, 8.0216, 2.0586, 18.0921
Si, 2.1299, 6.58, 20.5751
O, 10.8781, 15.2486, 26.1794
O, 7.7042, -0.8437, 22.8242
O, 1.967, 10.2201, 18.197
O, 9.1318, 11.3712, 18.4183
O, 11.3126, 3.6595, 15.9228
O, 1.6505, 10.1808, 20.8916
O, 3.9425, 2.6136, 17.6326
O, 0.1962, 6.7633, 24.2992
O, 7.1942, 6.4112, 24.851
O, 8.2661, 9.942, 22.2665
O, 3.2908, 8.3533, 14.3597
O, 10.6942, 10.6587, 20.5895
O, 11.4388, -0.5597, 24.9091
O, 5.2314, 7.4861, 18.8136
O, 13.3607, 2.943, 20.2081
O, 4.9227, 10.9367, 15.7658
O, 1.933, 1.4881, 22.3885
O, 13.4628, 11.095, 25.0118
O, 0.6445, 10.7283, 15.9103
O, 2.0734, 6.0182, 14.1541
O, 0.5142, 8.1612, 14.3642
O, 5.2413, 3.0055, 19.9869
O, 7.2962, 2.0189, 14.7125
O, 0.4679, 13.1288, 14.8064
O, 9.8733, 11.5043, 14.9634
O, 8.913, 9.0149, 19.7387
O, 8.5563, 2.7153, 19.5113
O, 9.598, 8.8684, 15.0012
O, 5.9979, 9.8344, 17.9097
O, 12.5947, 5.4513, 20.2349
O, 7.5575, 10.3341, 15.8122
O, 5.1115, 4.9379, 18.3092
O, 7.7341, 12.1941, 20.2974
O, 12.7345, 0.4141, 19.9734
O, 10.1057, 0.1371, 19.5274
O, 11.9227, 12.358, 17.9518
O, 7.701, 4.9736, 22.6477
O, 5.6704, 8.4193, 15.668
O, 11.8051, 11.1934, 22.9104
O, -0.0869, 8.6286, 22.274
O, 6.2184, 10.6122, 23.8492
O, 3.6591, 10.501, 23.1496
O, 6.4242, 0.8597, 20.8999
O, 3.1028, 12.6745, 14.8917
O, 6.4065, 9.2155, 20.4976
O, -3.8579, 20.4892, 27.3643
O, 5.7732, 13.0936, 14.6254
O, 6.2165, 5.7684, 20.6073
O, 10.5438, 6.2354, 15.224
O, 9.0377, 4.1398, 14.8019
O, 10.7709, 3.5624, 20.8554
O, 3.9396, 9.3313, 25.4696
O, 3.3048, 3.457, 23.8353
O, 5.3432, 12.0899, 21.846
O, 2.1986, 1.5587, 15.8177
O, 8.8165, 5.2613, 20.2401
O, 11.0349, 9.7401, 18.1044
O, 3.6197, 5.9629, 20.3317
O, 10.4518, 4.1427, 18.3474
O, 8.7488, 8.5674, 25.3611
O, 1.9422, 7.8942, 19.6176
O, 9.6599, 6.186, 25.763
O, 8.0467, 7.3974, 21.6236
O, 11.0224, 10.1541, 25.2907
O, 5.7435, 4.1795, 24.3071
O, 11.5594, 1.6755, 17.8661
O, 4.5201, -0.7613, 24.4283
O, 12.6926, 3.9992, 22.5484
O, 7.8345, 13.8288, 18.2144
O, 8.2491, 3.9823, 25.0537
O, 1.9031, 8.6753, 24.0291
O, 4.633, 6.1097, 14.8592
O, 1.9226, 6.9, 22.1646
O, 4.7197, 2.0563, 15.177
O, 3.6978, 1.0218, 20.5639
O, 12.8172, 2.3115, 24.7159
O, 9.1669, 2.3252, 16.9525
O, 6.5102, -0.344, 26.0591
O, 7.7063, 1.8717, 26.4409
O, 9.2484, -0.2278, 26.3069
O, 4.9277, 1.7357, 25.182
O, 3.0722, 4.0696, 15.613
O, 6.5954, 2.7447, 17.6999
O, 5.1588, 2.2349, 22.5654
O, -0.0237, 4.4585, 25.5768
O, 3.9851, 9.6585, 19.7176

Results
free energy: -215762.178 eV
free energy less fixed offsets of O -568.88, Si -635.61 eV per atom: -3.368 eV

Forces (eV/angstrom), in the order of the atoms: element, x, y, z
Si, -0.0104, 0.0148, 0.0189
Si, 0.0047, 0.0326, 0.0238
Si, -0.0032, 0.0257, 0.0233
Si, -0.0025, -0.0168, -0.0218
Si, -0.0085, -0.0003, 0.0137
Si, 0.0121, -0.0248, -0.0148
Si, -0.0001, -0.0028, 0.0114
Si, -0.0039, -0.0014, 0.0057
Si, 0.0112, 0.0312, -0.0025
Si, 0.0029, -0.0058, 0.0077
Si, 0.0004, 0.0033, -0.005
Si, -0.0079, 0.0138, -0.0039
Si, 0.0033, -0.0496, -0.0149
Si, 0.0007, -0.0478, -0.0133
Si, 0.0412, -0.0611, -0.0091
Si, 0.0044, 0.0352, 0.0128
Si, -0.0382, 0.0209, 0.0066
Si, 0.0189, -0.0088, -0.0038
Si, -0.0068, -0.0052, -0.0036
Si, -0.0201, -0.0205, -0.011
Si, 0.0005, -0.0016, -0.0022
Si, -0.0106, 0.0155, -0.0029
Si, 0.0147, -0.0162, 0
Si, 0.003, -0.054, 0.0057
Si, -0.0079, -0.1036, 0.1729
Si, 0.0149, -0.1086, 0.0656
Si, 0.1155, -0.1406, 0.0021
Si, 0.0348, 0.0684, -0.2357
Si, -0.1156, 0.0838, -0.0924
Si, 0.0206, -0.0133, -0.0747
Si, -0.0286, 0.0046, 0.0282
Si, -0.0633, -0.0254, 0.0674
Si, 0.0158, 0.0246, 0.0715
Si, -0.025, 0.0639, 0.1404
Si, 0.0354, -0.0363, -0.0246
Si, 0.0279, -0.1127, -0.1287
Si, 0.0967, -0.0402, -0.1402
Si, -0.0471, 0.2007, 0.1849
Si, -0.1162, 0.0685, 0.0183
Si, 0.0425, 0.0296, -0.1544
Si, -0.0496, 0.0493, -0.1736
Si, 0.0448, 0.0994, -0.0789
Si, -0.1098, -0.062, 0.1655
Si, -0.0981, -0.1286, -0.1391
Si, 0.2022, -0.0154, 0.2232
Si, -0.0666, -0.0463, -0.0168
Si, 0.0156, 0.0665, 0.1707
Si, 0.0559, 0.0495, -0.0655
Si, 0.0315, -0.0206, 0.0048
Si, -0.0126, 0.0744, -0.0048
Si, -0.0423, 0.0324, 0.0007
Si, 0.0153, 0.0267, 0.0052
Si, -0.0149, 0.0382, 0.0141
Si, 0.0145, 0.0518, 0.0172
Si, -0.0375, -0.0278, -0.008
Si, -0.0403, -0.0317, 0.009
Si, 0.0747, 0.0005, -0.0126
Si, -0.0182, -0.0233, 0.0074
Si, 0.0032, 0.0244, 0.0057
Si, 0.0179, 0.036, 0.0095
Si, 0.0035, -0.0064, -0.0286
Si, -0.0064, -0.0357, 0.0028
Si, 0.006, -0.0256, -0.023
Si, -0.0091, 0.0172, 0.0049
Si, 0.0143, 0.0005, -0.0225
Si, -0.0077, 0.0219, 0.0471
Si, 0.0031, -0.0021, -0.0058
Si, 0.0055, 0.0081, -0.0124
Si, -0.0126, -0.0298, -0.003
Si, 0.0091, 0.0048, -0.0059
Si, -0.0036, -0.0067, 0.0081
Si, 0.0019, -0.0147, -0.0158
Si, 0.0015, -0.0038, -0.0038
Si, 0.0042, -0.0002, -0.0021
Si, -0.0017, -0.0004, 0.001
Si, 0.0005, 0.002, 0.003
Si, -0.0043, -0.0195, 0.0148
Si, -0.0014, 0.0007, 0.0015
Si, -0.0033, 0.0034, -0.0014
Si, 0.0012, -0.0011, -0.0008
Si, -0.001, -0.0013, -0.0091
Si, -0.0092, 0.0066, -0.0009
Si, 0.0016, 0.0039, -0.0032
Si, -0.0002, 0.004, -0.0072
Si, -0.0031, 0.0022, -0.0056
Si, 0.0142, 0.0019, -0.0035
Si, -0.0066, 0.0067, -0.0176
Si, -0.0035, 0.0024, 0.0029
Si, -0.0031, 0.0026, 0.0029
Si, 0.0028, -0.0004, 0.0009
Si, 0.0069, -0.0051, 0.0021
Si, -0.0002, 0.0003, -0.0008
Si, -0.001, 0.0007, 0.0031
Si, 0.002, -0.0039, 0.0036
Si, 0.0036, 0.0009, 0.0028
Si, -0.0067, 0.005, 0.0028
Si, 0.0045, 0.0005, -0.0022
Si, -0.001, 0.0033, -0.0046
Si, 0.0014, -0.0006, -0.0001
Si, 0.0049, -0.0011, -0.0036
Si, -0.0063, 0.0002, -0.0056
Si, -0.0011, -0.0024, -0.0032
Si, -0.0006, 0.0007, -0.0037
Si, 0.0039, -0.002, -0.0012
Si, -0.0002, -0.0004, -0.0013
Si, -0.0053, -0.0009, -0.0081
Si, 0.0015, -0.0036, -0.0038
Si, 0, -0.0006, -0.0037
Si, 0.0006, -0.0004, 0.0037
Si, -0.0015, 0.0004, 0.0015
Si, -0.0031, -0.0001, 0.0017
Si, -0.005, 0.0015, 0.002
Si, -0.0003, 0.0003, 0.0024
Si, 0.0057, 0.0011, 0.004
Si, -0.0033, 0.0006, 0.0016
Si, 0.0029, 0.0005, 0.0012
Si, 0.0012, 0.0001, 0.0026
Si, 0.0036, 0.0007, 0.0016
Si, 0.0011, 0.0025, 0.0026
Si, -0.0022, 0.0024, -0.0002
Si, -0.0021, 0.0005, -0.0004
Si, -0.0002, 0, 0.0017
Si, 0.0015, -0.0004, 0.0029
Si, 0.0009, -0.0009, 0.0014
Si, -0.0003, 0.0004, 0.0007
Si, -0.001, 0.0005, 0.0008
Si, 0.0005, -0.0004, 0.0014
Si, -0.0001, -0.0003, 0.002
Si, -0.0006, 0.0005, 0.0002
Si, -0.0003, -0.0003, -0.0003
Si, -0.0003, -0.0003, 0.0012
Si, 0.0003, -0.0011, 0.0017
Si, -0.0003, 0, -0.0012
Si, -0.0001, 0.0005, 0.0008
Si, -0.0002, -0.0004, -0.0016
Si, 0.0008, -0.0009, -0.0012
Si, -0.0005, -0.0001, -0.0012
Si, 0.0012, 0.0009, -0.0002
Si, -0.0004, 0.0005, -0.0008
Si, -0.0006, 0.0012, -0.0003
Si, -0.0002, 0.0006, -0.0008
Si, 0, -0.0006, -0.0018
Si, 0.0004, -0.0014, -0.0008
Si, 0.0005, 0.0002, -0.0002
Si, 0.0022, -0.0001, -0.0002
Si, 0.0033, -0.0007, -0.0012
Si, 0.0008, 0.0009, -0.0038
Si, -0.0008, 0.0014, 0.0008
Si, -0.0015, 0.0004, -0.0011
Si, 0.0024, -0.0006, -0.0062
Si, -0.0014, -0.001, -0.0009
Si, 0, -0.0003, -0.0005
Si, 0.0004, -0.0016, 0.0001
Si, -0.0006, 0.0014, 0.0005
Si, 0.0006, 0.0004, -0.0021
Si, -0.0002, 0.001, -0.0006
Si, 0.0006, 0.0004, 0.0033
Si, 0.0064, -0.0015, 0.0019
Si, 0.0027, 0.0012, 0.002
Si, 0.0009, 0.0005, 0.0036
Si, -0.0028, 0.001, 0.0037
Si, -0.0008, 0.0025, 0.0031
Si, -0.0014, -0.0004, 0.0011
Si, 0.0003, -0.0013, 0.0025
Si, -0.0019, -0.0004, 0.0029
Si, -0.0027, 0.0008, 0.0017
Si, -0.0024, -0.0003, 0.0006
Si, -0.0007, 0.0008, -0.0003
Si, -0.0139, 0.0012, 0.0023
Si, -0.0143, 0.002, -0.0065
Si, -0.0045, -0.0056, -0.0044
Si, -0.0067, 0.0056, -0.0008
Si, 0.0045, 0.0009, -0.0033
Si, 0.0014, -0.0003, -0.0038
Si, 0.0038, 0.0006, -0.0022
Si, -0.003, 0.0016, -0.0012
Si, 0.0024, 0.0026, -0.0031
Si, -0.0025, -0.002, -0.0022
Si, -0.0085, 0.0017, -0.0084
Si, -0.0017, 0.0005, -0.005
Si, 0.0009, -0.0003, 0.0012
Si, 0.029, -0.0188, -0.0397
Si, 0.0129, -0.0031, -0.0105
Si, 0.0048, 0.0007, 0.0013
Si, -0.0031, 0.0017, 0.0028
Si, -0.0064, 0.0062, 0.0024
Si, 0.0036, -0.004, -0.0009
Si, 0.0006, -0.002, 0.0073
Si, 0.001, -0.0054, 0.0053
Si, -0.0006, -0.0035, 0.0047
Si, 0.0014, -0.0004, -0.0116
Si, 0.001, -0.0031, 0.0045
O, -0.0276, 0.0369, -0.0885
O, 0.0023, -0.0001, -0.0037
O, -0.0014, 0.0022, -0.0064
O, 0.0031, 0.0043, -0.0065
O, 0.0027, -0.0039, -0.0165
O, 0.0002, 0.0012, 0.009
O, 0.0004, 0.0001, -0.0029
O, -0.0034, -0.0155, -0.0173
O, -0.0023, 0.0063, -0.0155
O, 0.0039, -0.0083, -0.0018
O, 0.0026, -0.001, 0.0022
O, 0.0017, 0.0012, -0.0081
O, -0.0041, -0.0006, 0.0097
O, 0.0039, 0.0026, 0.0078
O, 0.0019, -0.0004, -0.0004
O, 0.0015, 0.0053, 0.003
O, 0.0008, -0.0002, 0.0099
O, 0.0037, -0.0003, 0.0045
O, -0.0017, 0.0048, -0.003
O, 0.0001, 0.0009, 0.0028
O, 0.0023, -0.0011, 0.0036
O, -0.0008, -0.0006, 0.0035
O, 0.0024, 0.0014, 0.0075
O, 0.0001, 0.0008, 0.0019
Si, 0.002, 0.0013, -0.0029
Si, 0.0016, -0.0009, 0.0024
Si, 0.0028, 0.0013, -0.0002
Si, -0.0027, 0.0008, 0.0017
Si, 0.0018, -0.0033, 0.002
Si, -0.0007, -0.0015, -0.0004
Si, 0.0001, -0.0001, -0.0007
Si, -0.0001, 0.0007, -0.003
Si, -0.0007, 0.0048, -0.0074
Si, -0.0037, 0.0009, -0.0015
Si, 0.0007, -0.0005, 0.0012
Si, -0.0029, -0.0027, -0.0044
Si, 0.0007, 0.0016, -0.0049
Si, -0.0068, -0.0031, 0.0145
Si, 0.0012, -0.0004, -0.0057
Si, 0.0051, 0.007, 0.0006
Si, 0.0004, -0.0033, -0.0012
Si, -0.0012, 0.0011, 0.0026
Si, -0.0058, -0.0062, 0.0047
Si, 0.001, 0.001, -0.0015
Si, -0.0004, -0.0017, -0.0034
Si, -0.0018, 0.0002, 0.0015
Si, -0.0003, -0.0002, -0.0002
Si, -0.0005, 0.0038, -0.0033
Si, 0.0051, 0.0043, 0.0014
Si, -0.0013, 0.0023, -0.0012
Si, -0.0001, -0.0012, -0.0061
Si, 0.0002, -0.0009, -0.0028
Si, -0.0097, 0.0008, 0.01
Si, -0.0022, -0.0101, 0.0063
Si, -0.0021, -0.0007, -0.0001
Si, 0.0033, 0.0038, 0.0007
Si, -0.0003, -0.0007, 0.0048
Si, -0.0005, -0.0002, -0.004
Si, 0.0004, 0.0004, 0.0003
Si, -0.007, 0.0007, -0.0123
Si, 0.0635, -0.0091, 0.0551
Si, -0.0006, 0.009, 0.0062
Si, 0.0008, -0.0008, -0.0052
Si, -0.0015, 0.0014, -0.0034
Si, 0.002, 0.0023, 0.0016
Si, -0.0012, 0.0005, -0.0016
Si, -0.001, 0.0065, -0.0086
Si, -0.0037, -0.0032, 0.0027
Si, 0.0005, -0.0013, -0.0016
Si, 0, 0.0006, -0.0053
Si, -0.0012, -0.0004, -0.0019
Si, 0.003, -0.0002, -0.0075
Si, -0.0006, 0.001, -0.0011
O, -0.0109, -0.0048, -0.0017
O, 0.0005, 0, -0.0018
O, -0.0006, 0.001, 0.0013
O, -0.0002, 0.0011, 0.0006
O, -0.0013, 0.0052, -0.0015
O, 0.0014, 0.0009, 0.0013
O, 0.0021, 0.0005, 0.0134
O, -0.0023, -0.0011, 0.0009
O, 0.0023, 0.002, -0.0001
O, -0.0001, -0.0002, 0.0001
O, -0.0017, 0.0007, 0.0001
O, -0.0001, 0.0001, 0.0027
O, 0.002, 0.0012, -0.0039
O, 0.0005, 0.0014, 0.0033
O, 0.0007, 0.0003, 0.0004
O, -0.0012, -0.0076, 0.0106
O, 0.0009, -0.0053, -0.0061
O, -0.0004, 0.0014, -0.0018
O, 0.0025, -0.0035, 0.0078
O, 0.001, -0.0005, 0.0012
O, 0.0036, -0.0008, 0.0019
O, 0, -0.0042, 0.0048
O, 0.0225, 0.0031, 0.0209
O, 0.0007, 0.0018, 0.0031
O, -0.0066, 0.0051, 0.0082
O, -0.0006, -0.0002, 0.0035
O, -0.0015, -0.0006, 0.0007
O, 0.0006, -0.0011, 0.0032
O, -0.001, -0.0015, 0.0033
O, -0.0003, 0, 0.0019
O, 0.002, -0.0002, 0.0033
O, -0.0008, -0.0017, 0.0027
O, -0.0006, 0.0006, 0.0031
O, 0.0023, 0.0006, 0.0036
O, -0.0026, -0.0006, 0.003
O, 0.0012, -0.0034, 0.0006
O, -0.0002, 0.0003, 0.0017
O, -0.0021, -0.0057, 0.0009
O, 0, 0.0014, 0.001
O, -0.0003, -0.0008, 0.0002
O, 0.0001, 0.0011, -0.0031
O, 0.0003, 0, -0.0015
O, 0.0048, -0.0031, -0.002
O, -0.0043, 0.0008, 0.0071
O, 0.0012, -0.0001, 0.0004
O, -0.0019, -0.0001, 0.0108
O, 0.0225, -0.0477, 0.0225
O, -0.0012, 0.0001, 0.0012
O, 0.0011, 0.0005, 0.0033
O, 0.0004, 0.0007, 0.0025
O, 0.0028, 0.0002, 0.0028
O, 0.0012, -0.0013, -0.0009
O, 0.0221, 0.0123, 0.0012
O, 0.0003, 0.0007, -0.0012
O, -0.0059, -0.0041, 0.0028
O, -0.0002, 0.0017, 0.0009
O, 0.004, -0.0012, 0.0004
O, 0.0029, -0.0008, 0.0001
O, 0.0011, -0.0006, 0.001
O, -0.0003, -0.0005, -0.0022
O, 0.0004, 0.0015, 0.0018
O, -0.0003, -0.0001, -0.0011
O, 0, 0.0012, 0.0001
O, -0.0033, -0.0012, -0.002
O, 0.0029, 0.0008, -0.0008
O, -0.0007, 0.0014, 0.0017
O, -0.0007, 0.0041, 0.001
O, -0.004, 0.0023, -0.0044
O, -0.0014, 0.0013, 0.0028
O, 0.0021, -0.0006, -0.0011
O, -0.0004, -0.0002, -0.0023
O, 0.0011, -0.0018, 0.0039
O, -0.0006, -0.0005, -0.0004
O, -0.0552, 0.0495, 0.0395
O, -0.0058, -0.0015, 0.0005
O, -0.0023, -0.011, 0.0052
O, 0.002, 0.0007, 0.0052
O, 0.001, 0, -0.003
O, -0.0032, 0.0043, -0.0052
O, -0.0035, -0.0008, -0.0026
O, 0.0017, -0.0031, 0.0014
O, -0.004, 0.0152, -0.0045
O, -0.0044, -0.0002, -0.0011
O, 0.0006, 0.0018, 0.0058
O, -0.0006, 0.0029, -0.0021
O, 0.0002, -0.0002, 0.0025

The program warned: the cutoff lies below the one the program advises for these potential files; the forces do not sum to zero within the program's tolerance; the exchange-correlation potential is rough where the density is thin.
